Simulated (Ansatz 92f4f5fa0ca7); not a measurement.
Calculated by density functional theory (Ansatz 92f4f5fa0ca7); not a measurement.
Periodic cell of 192 atoms, Si128O64, from a study of silicon, its oxide and their interface. The atomic structure is a simulated model.
This geometry differs little from another in the collection (a relaxation step or a small displacement).

Settings
functional: r2SCAN
potential files: Ansatz PAW
basis: plane waves
wave-function cutoff: 800 eV
density cutoff ratio: 5
exchange-correlation grid ratio: 1
k mesh: 1 x 1 x 1, shifted by 0.5 0.5 0 of a step
self-consistency stop: 1e-10 eV per atom in the density residual
occupations: fixed
spin: none
net charge: 0

Cell vectors (angstrom)
a	10.887	0	0
b	0	10.887	0
c	0	0	27.9918

Atoms: element, x, y, z (angstrom)
Si	-0.5695	0.1639	-0.0451
Si	3.072	2.3346	-0.0688
Si	-0.1893	5.7645	0.1344
Si	3.0554	8.0222	0.1193
Si	5.2333	-0.0539	0.256
Si	8.3565	2.629	0.2365
Si	5.0655	5.5746	-0.2574
Si	8.4136	7.9459	0.1988
Si	1.301	1.2336	1.0857
Si	4.0469	4.0485	1.2278
Si	1.3983	6.9043	1.3732
Si	4.1123	9.4033	1.6605
Si	6.8264	1.2876	1.3855
Si	9.602	4.1381	1.4652
Si	6.7468	6.6563	1.1918
Si	9.4906	9.5185	1.5344
Si	0.0879	2.6529	2.6468
Si	2.6203	-0.0155	2.698
Si	0.0577	8.213	2.7975
Si	2.728	5.4181	2.6588
Si	5.4261	2.7209	2.6537
Si	8.1353	-0.0133	2.8365
Si	5.5467	8.0057	2.7849
Si	8.117	5.4373	2.7131
Si	1.3919	4.0456	4.0411
Si	4.0322	1.3747	4.0138
Si	1.3665	9.5501	4.1663
Si	4.1024	6.717	4.0964
Si	6.7845	4.0526	4.0703
Si	9.5674	1.3649	4.0824
Si	6.8102	9.4647	4.146
Si	9.508	6.8178	4.0582
Si	-0.0062	0.0079	5.4959
Si	2.7383	2.7275	5.4433
Si	-0.0063	5.4225	5.3833
Si	2.7495	8.1398	5.4389
Si	5.3982	-0.0065	5.3952
Si	8.1729	2.718	5.4239
Si	5.4478	5.3906	5.479
Si	8.2033	8.1581	5.4924
Si	1.3707	1.3785	6.8134
Si	4.0826	4.0598	6.8445
Si	1.3498	6.7881	6.7754
Si	4.0761	9.5331	6.7948
Si	6.7879	1.3462	6.7683
Si	9.5223	4.094	6.7764
Si	6.8143	6.791	6.8085
Si	9.5359	9.529	6.8591
Si	-0.0197	2.7346	8.1414
Si	2.7331	0.0144	8.1683
Si	0.0205	8.1507	8.187
Si	2.7065	5.4503	8.1664
Si	5.4534	2.6999	8.1847
Si	8.1412	0.0101	8.1699
Si	5.4515	8.1844	8.1363
Si	8.1847	5.4459	8.1666
Si	1.3322	4.0771	9.5057
Si	4.0944	1.3473	9.5668
Si	1.3741	9.5497	9.5231
Si	4.0807	6.8501	9.4923
Si	6.8147	4.0964	9.5176
Si	9.4913	1.4033	9.5132
Si	6.7902	9.5279	9.5268
Si	9.5321	6.7983	9.5557
Si	-0.0253	0.0335	10.8379
Si	2.6932	2.7394	10.8713
Si	0.0019	5.4134	10.9106
Si	2.766	8.2259	10.8859
Si	5.4793	-0.0037	10.9396
Si	8.1427	2.7529	10.9184
Si	5.4555	5.4991	10.8342
Si	8.1335	8.1646	10.8908
Si	1.3135	1.3778	12.2261
Si	4.0738	4.1621	12.1438
Si	1.4184	6.809	12.1666
Si	4.1387	9.5361	12.33
Si	6.7981	1.4026	12.3138
Si	9.4825	4.0998	12.3127
Si	6.7754	6.8148	12.2888
Si	9.484	9.5768	12.1823
Si	-0.0351	2.719	13.639
Si	2.717	0.0612	13.5739
Si	-0.0317	8.1374	13.3997
Si	2.8435	5.5507	13.5656
Si	5.3246	2.8202	13.5582
Si	8.2157	0.0396	13.6592
Si	5.495	8.1599	13.7593
Si	8.0809	5.4462	13.6958
Si	1.3536	4.235	14.7528
Si	3.8591	1.6023	14.9581
Si	1.3956	9.4017	14.7071
Si	4.1806	6.7614	15.1853
Si	6.6795	4.0449	15.039
Si	9.6235	1.3273	15.1306
Si	6.818	9.6256	15.0734
Si	9.4856	6.9296	14.8715
Si	0.1535	-0.3065	16.2295
Si	2.6256	3.2161	16.3967
Si	0.1863	5.7401	16.0648
Si	2.4117	7.9039	16.221
Si	5.3951	0.3374	16.1306
Si	7.7631	2.352	16.2412
Si	5.193	5.0775	16.6363
Si	8.6149	8.5954	16.279
Si	19.4186	-7.7869	19.1327
Si	-21.4563	14.7746	22.685
Si	-15.2611	5.5234	19.6075
Si	-8.0626	21.1615	17.8594
Si	-25.5369	22.088	19.8706
Si	-4.8768	-22.5689	22.2588
Si	-2.583	3.834	25.4796
Si	5.366	7.806	23.6924
Si	-10.4757	21.4174	22.754
Si	-6.5143	5.6516	22.009
Si	-11.2011	8.2565	21.0392
Si	-8.2779	-9.0876	22.4396
Si	-16.0334	-27.5568	24.6557
Si	4.2029	33.007	20.3543
Si	12.2958	5.7932	20.7815
Si	10.3613	8.1464	23.9361
Si	-17.7972	-1.2417	25.8838
Si	6.6392	0.9454	24.4707
Si	10.7957	-5.4735	25.2599
Si	3.8906	1.6929	25.2037
Si	19.5506	9.7514	25.8367
Si	22.2385	14.8854	18.447
Si	-2.8736	8.2316	19.16
Si	9.2045	-8.9393	23.5259
O	-10.8164	-11.953	-6.6698
O	0.2654	5.1807	-6.2446
O	-3.2767	12.5838	-4.5961
O	3.4465	-8.6875	-4.2449
O	-2.6383	-29.5134	-10.4373
O	7.2243	-0.1456	-6.5658
O	-16.2328	12.6855	-2.652
O	4.7448	-6.1001	-4.6125
O	-15.1709	23.0576	-11.2266
O	20.3401	-2.6859	-8.1066
O	-7.2699	1.6094	-6.8065
O	-3.8561	-6.7423	-3.457
O	0.9893	7.361	-7.3791
O	-6.9843	4.0984	-11.0458
O	9.4255	1.5096	-0.2646
O	7.7555	-7.4221	-1.0366
O	-1.8453	19.6697	24.6106
O	22.358	-12.4471	23.8242
O	-1.6322	-8.2965	25.0242
O	-25.0173	0.0472	25.3873
O	-19.0363	8.6727	17.6308
O	-27.3854	-0.8864	26.8236
O	1.8011	0.4228	22.6509
O	-23.0897	-4.0027	27.6903
O	10.1607	-7.6346	19.2938
O	-16.1328	-10.785	23.5391
O	-14.6849	7.047	19.7997
O	3.0936	-8.2715	26.2998
O	-6.8497	6.8307	27.5712
O	-1.0983	-7.7889	22.5448
O	5.8344	16.3146	18.1098
O	10.546	15.7867	17.3579
O	0.5254	5.2147	26.7475
O	12.222	-16.7947	19.3891
O	24.6435	16.3941	21.4274
O	1.5578	24.8041	17.6675
O	13.9039	10.6998	19.3985
O	7.6623	15.2357	19.7531
O	2.7998	19.8249	26.77
O	-0.822	10.3073	26.4911
O	-4.7238	17.5491	24.4963
O	25.1616	0.1561	25.3441
O	17.3384	30.4534	22.8741
O	5.2161	4.9761	26.2052
O	-0.7895	-10.2647	23.2803
O	-6.2186	-0.8575	21.3499
O	11.0055	6.931	24.7662
O	11.4552	-6.5193	24.2184
O	-2.9988	8.8288	26.9214
O	8.131	18.6818	17.6071
O	-17.5141	10.6802	17.1878
O	-5.3098	0.7676	19.5768
O	-31.368	6.798	16.6415
O	-16.3531	5.3192	20.8042
O	-17.3422	7.1751	22.5387
O	-9.3617	13.8437	22.1661
O	-1.0595	9.6047	16.8013
O	4.4523	19.5556	24.6988
O	12.28	-10.8599	17.315
O	4.182	12.0411	27.9958
O	20.0904	16.0501	25.4066
O	18.3503	20.6728	19.1061
O	20.8516	-14.0892	22.4352
O	-24.5747	1.6051	19.6494

Results
free energy: -118371.336 eV
free energy less fixed offsets of O -570.45, Si -639.56 eV per atom: 1.144 eV

Forces (eV/angstrom), in the order of the atoms: element, x, y, z
Si	0.0679	0.0217	0.1504
Si	-0.0805	-0.0048	0.142
Si	-0.0008	0.0457	0.177
Si	-0.0116	-0.0586	0.1209
Si	0.0484	0.0425	0.0956
Si	0.0133	-0.0764	0.1764
Si	0.0074	0.0367	0.1552
Si	-0.0284	-0.0579	0.134
Si	-0.0315	-0.0008	0.0148
Si	-0.0293	-0.0177	0.0107
Si	-0.015	-0.0123	-0.013
Si	0.024	-0.0086	0.0386
Si	-0.0021	0.0404	-0.003
Si	-0.0317	-0.0234	0.0222
Si	-0.0222	0.0401	-0.0388
Si	-0.0082	-0.0047	0.0447
Si	-0.0092	-0.0063	0.0304
Si	0.0353	0.01	0.0313
Si	-0.0262	-0.0218	0.0443
Si	0.0166	-0.0082	0.0522
Si	-0.0103	-0.04	0.0363
Si	-0.0162	-0.0216	0.0449
Si	0.0071	0.0327	0.0501
Si	0.0167	-0.012	0.0544
Si	-0.0149	0.0263	-0.0164
Si	0.0223	-0.0173	-0.0195
Si	-0.0027	-0.0097	-0.004
Si	-0.0276	0.0062	-0.0311
Si	0.0131	-0.0222	-0.0118
Si	-0.0084	-0.0028	-0.0227
Si	-0.0071	0.0257	0.0059
Si	0.0094	0.0174	-0.0151
Si	0.0183	0.0007	0.0098
Si	-0.0096	-0.0006	0.0197
Si	-0.0014	-0.0206	-0.0075
Si	-0.0033	0.0134	0.0145
Si	-0.0076	-0.0115	0.0092
Si	-0.0098	-0.0102	0.0076
Si	0.0207	0.0076	0.0021
Si	-0.0012	0.0135	0.0022
Si	-0.0196	0.0028	0.0128
Si	-0.0079	-0.0128	0.014
Si	0.0057	-0.0006	-0.0005
Si	0.0065	-0.001	-0.0037
Si	-0.0082	-0.0079	0.0143
Si	-0.0026	0.0037	-0.0049
Si	0.0087	0.0062	0.0184
Si	-0.0033	-0.0001	0.0101
Si	0.0106	0.0003	-0.0024
Si	-0.0035	-0.0074	0.0042
Si	-0.0047	0.0084	-0.0051
Si	-0.0009	0.0141	-0.0098
Si	-0.0054	-0.0024	-0.0027
Si	0.0097	-0.0141	-0.0018
Si	-0.0145	0.0123	0.0051
Si	0.0101	-0.0064	-0.0008
Si	-0.0168	0.0077	-0.0063
Si	-0.0004	0.007	-0.0088
Si	0.0025	-0.0041	-0.0092
Si	0.0067	-0.0041	-0.0111
Si	-0.0019	0.0033	-0.0102
Si	-0.0114	-0.0234	-0.0039
Si	0.0046	0.0126	0.0017
Si	0.0068	0.0136	-0.0052
Si	-0.0148	-0.0108	0.0007
Si	0.0083	0.0014	-0.0109
Si	-0.0062	0.0037	-0.0214
Si	-0.0002	0.0061	-0.0122
Si	-0.0029	-0.0114	0.0073
Si	-0.0204	0.0168	0.0002
Si	-0.0098	-0.0006	-0.0241
Si	0.0313	-0.0114	-0.0153
Si	0.0116	-0.0041	0.0238
Si	0.0002	-0.0211	0.0166
Si	-0.0002	0.0138	0.0109
Si	-0.0072	0.0065	0.0234
Si	-0.0225	0.0083	0.0298
Si	0.0157	0.011	0.012
Si	-0.011	-0.0017	0.022
Si	-0.0108	-0.0484	0.0151
Si	-0.0051	0.0228	-0.0088
Si	0.0123	-0.0054	-0.016
Si	0.0276	0.0048	-0.0555
Si	-0.0326	-0.019	-0.0727
Si	0.0035	-0.0131	-0.0262
Si	-0.0149	0.0285	-0.0257
Si	-0.0288	0.0194	-0.0026
Si	0.0225	0.0092	-0.0296
Si	-0.0151	0.019	0.0126
Si	0.0626	-0.0652	-0.0771
Si	-0.0132	0.0001	-0.0258
Si	-0.0262	0.0123	0.033
Si	0.0228	-0.0303	-0.0023
Si	-0.0334	0.0313	-0.0108
Si	0.0078	0.003	-0.0014
Si	-0.0073	-0.0009	0.0229
Si	0.0026	0.0329	-0.1249
Si	0.0451	-0.0336	-0.1509
Si	0.0133	0.0363	-0.1714
Si	0.079	-0.0532	-0.2078
Si	-0.0156	0.0047	-0.1172
Si	0.024	0.0053	-0.1602
Si	-0.0189	0.0357	-0.167
Si	-0.0412	0.0096	-0.1667
Si	-0.0259	0.0235	-0.1255
Si	-0.0158	-0.0301	0.0229
Si	-0.08	-0.0048	-0.1427
Si	-0.0282	-0.0101	-0.207
Si	-0.0414	-0.0257	0.0158
Si	0.0182	0.0188	0.0073
Si	-0.0209	0.01	0.0772
Si	-0.0081	-0.0082	0.0813
Si	-0.0029	0.0178	0.0025
Si	0.0267	0.0347	0.0238
Si	-0.0163	-0.0108	0.0032
Si	-0.0134	-0.0229	0.0323
Si	-0.0204	0.0404	0.0923
Si	-0.0164	-0.0377	-0.0207
Si	-0.0216	-0.0192	-0.0553
Si	-0.0238	0.0135	0.0793
Si	0.0176	0.0194	0.0837
Si	0.0293	-0.0305	0.0539
Si	-0.0037	-0.0011	0.0551
Si	-0.0207	-0.0515	0.0818
Si	0.0425	-0.0227	0.1132
Si	0.0283	0.0188	-0.1208
Si	0.0166	-0.0477	-0.1048
Si	0.0135	0.0018	0.0391
O	0.0095	0.0094	-0.0052
O	-0.0165	0.017	0.0103
O	-0.0328	0.0081	-0.0237
O	0.0124	0.0298	-0.0325
O	0.0185	0.0303	0.0737
O	0.0269	0.0111	0.0004
O	0.0261	0.0286	0.012
O	-0.0384	-0.036	-0.021
O	0.0062	0.011	0.0406
O	0.0306	-0.0039	0.0337
O	0.0105	0.037	0.0164
O	0.034	-0.0224	-0.0312
O	0.0184	-0.0026	0.0017
O	0.0067	-0.0131	0.0474
O	0.0074	0.0627	-0.0713
O	0.0001	0.0097	-0.1
O	0.002	-0.0172	-0.0317
O	0.0092	-0.0029	-0.0075
O	0.0196	0.001	-0.0379
O	-0.0413	0.058	-0.0109
O	0.0211	0.0641	0.1422
O	-0.0048	-0.0027	-0.0795
O	0.0128	-0.0113	-0.0018
O	0.0322	0.0018	-0.0659
O	0.0099	-0.0284	0.0475
O	-0.0077	0.0006	-0.0395
O	0.0166	0.0375	0.0271
O	0.0593	-0.0023	-0.1385
O	-0.0009	-0.0268	-0.0593
O	-0.0003	0.0288	-0.0349
O	0.0312	0.0067	0.1351
O	-0.0214	-0.0524	0.1182
O	0.0443	-0.0356	-0.0941
O	0.0135	0.0235	0.0199
O	0.0242	-0.0065	0.0236
O	-0.0732	0.0132	0.1256
O	0.0225	0.0271	0.0704
O	0.0326	-0.0121	0.0808
O	-0.0294	0.0186	-0.0811
O	-0.0093	-0.0051	-0.1112
O	0.028	0.0027	-0.0418
O	0.0069	0.0303	-0.0164
O	0.0066	0.02	-0.0184
O	0.0077	-0.0292	-0.1145
O	-0.0099	-0.0025	0.016
O	-0.0119	-0.0019	0.0128
O	0.0154	0.0266	-0.0262
O	0.0328	-0.0388	-0.0355
O	-0.0133	0.0079	-0.0718
O	0.0115	-0.0193	0.1161
O	-0.073	-0.0271	0.0771
O	0.0119	0.0381	0.0033
O	-0.0078	0.015	0.058
O	0.0091	-0.0136	0.0098
O	-0.015	-0.0055	-0.0276
O	0.0234	0.0072	-0.0204
O	-0.0422	-0.0319	0.0547
O	-0.0106	-0.0303	-0.032
O	0.0682	0.0042	0.086
O	-0.0107	-0.0099	-0.0676
O	-0.0102	0.0321	-0.0294
O	-0.0144	0.0383	0.0244
O	-0.0075	-0.0185	-0.0435
O	0.0046	-0.0124	0.0362

The program warned: the cutoff lies below the one the program advises for these potential files; the forces do not sum to zero within the program's tolerance; empty levels may hold ghost states of the PAW files; the exchange-correlation potential is rough where the density is thin.
